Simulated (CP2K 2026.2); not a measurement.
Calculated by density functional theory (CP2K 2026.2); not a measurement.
Periodic cell of 504 atoms, Si360O144, from a study of silicon, its oxide and their interface. The atomic structure is a simulated model.
Doubt: the forces sum to 0.68 eV/angstrom along one axis rather than to zero, so they err by at least 0.0014 eV/angstrom per atom on average; the grid cutoff is modest.

Settings: functional PBE; method Gaussian and plane waves; basis set DZVP-MOLOPT-SR-GTH; pseudopotentials GTH-PBE; grid cutoff 350 Ry, relative cutoff 50 Ry; k points Gamma only; occupations fixed; spin none; net charge 0.

Cell vectors (angstrom)
a 16.32 0 0
b 0 16.32 0
c 1.4798 -4.0076 33.506

Atoms and the computed forces on them: element, x, y, z (angstrom), force x, y, z (eV/angstrom)
Si 2.419 11.348 33.429 0.089 -0.057 0.592
Si 3.896 1.621 0.269 0.007 -0.298 0.728
Si 1.612 3.709 0.201 -0.105 0.199 0.783
Si 5.79 2.415 33.464 -0.407 0.417 0.569
Si 2.603 5.837 33.457 0.197 -0.258 0.743
Si 4.233 12.005 0.138 -0.03 0.254 0.684
Si 7.086 14.872 0.125 -0.256 0.145 0.746
Si 9.818 1.374 0.116 -0.146 0.103 0.724
Si 6.46 4.059 0.34 0.31 -0.065 0.608
Si 10.951 2.388 33.366 0.017 0.147 0.693
Si 6.488 9.888 0.048 0.071 -0.256 0.774
Si 9.206 12.577 0.126 0.117 -0.099 0.817
Si 11.888 15.346 0.036 0.135 -0.172 0.749
Si 15.05 1.263 0.355 0.036 -0.112 0.404
Si 12.939 3.618 0.109 -0.139 0.053 0.663
Si 16.199 2.994 33.415 0.25 -0.13 0.719
Si 13.907 5.203 33.422 -0.109 0.108 0.766
Si 16.733 8.163 33.474 -0.348 0.059 0.685
Si 2.623 -0.01 1.334 0.052 -0.04 -0.049
Si 5.337 2.666 1.732 -0.047 -0.044 0.02
Si 2.667 5.447 1.346 0.027 -0.006 -0.064
Si 5.374 8.162 1.23 -0.003 -0.032 -0.026
Si 2.7 10.831 1.409 -0.004 0.02 -0.027
Si 5.454 13.639 1.339 -0.048 0.024 -0.072
Si 8.216 0.146 1.397 0.042 0.035 -0.069
Si 11.111 2.767 1.417 -0.039 0.042 -0.037
Si 8.087 5.368 1.417 0.015 -0.037 -0.015
Si 10.869 7.938 1.162 -0.058 -0.044 -0.052
Si 8.108 10.928 1.379 -0.006 -0.018 -0.053
Si 10.84 13.697 1.365 -0.011 0.038 -0.079
Si 13.54 -0.067 1.482 -0.032 -0.053 -0.082
Si 0.094 2.649 1.605 0.016 0.024 -0.044
Si 13.793 5.377 1.378 -0.022 0.077 -0.032
Si 16.3 8.198 1.208 0.019 0.02 -0.059
Si 13.568 10.914 1.151 0.008 0.013 -0.055
Si 16.306 13.708 1.358 0.027 -0.007 -0.046
Si 1.416 1.275 2.893 -0.003 -0.007 0.046
Si 3.981 4.154 2.874 -0.046 0.012 0.035
Si 1.32 6.852 2.65 -0.035 0.017 -0.019
Si 4.045 9.444 2.719 0.044 0.015 0.01
Si 1.376 12.307 2.689 -0.019 -0.003 0.019
Si 4.046 14.961 2.675 -0.004 0.012 0.013
Si 6.832 1.331 2.865 0.027 -0.027 0.027
Si 9.595 4.08 2.705 0.011 -0.014 0.024
Si 6.748 6.835 2.68 -0.028 -0.014 0.037
Si 9.527 9.424 2.553 -0.009 -0.038 -0.018
Si 6.774 12.281 2.766 0.034 0.007 0.038
Si 9.526 15.049 2.776 -0.024 -0.005 0.053
Si 12.296 1.367 2.854 0.017 0.003 0.056
Si 15.081 4.108 2.844 0.009 -0.006 0.052
Si 12.262 6.709 2.643 0.028 0.013 0.008
Si 14.934 9.57 2.591 -0.006 0.001 0.053
Si 12.234 12.241 2.603 -0.002 -0.004 -0.012
Si 14.907 14.897 2.8 0.005 0.01 0.02
Si 16.287 -0.052 4.159 0.012 -0.004 -0.016
Si 2.706 2.72 4.216 -0.009 0.006 -0.019
Si 16.387 5.502 4.139 0.042 -0.019 0.016
Si 2.685 8.138 4.082 0.004 -0.013 0.017
Si 16.301 10.908 4.004 -0.014 -0.029 -0.027
Si 2.735 13.606 4.088 -0.001 0.012 -0.015
Si 5.42 -0.048 4.114 -0.051 0.003 -0.019
Si 8.224 2.736 4.116 0.031 0.048 -0.039
Si 5.426 5.499 4.121 0.014 0.01 -0.008
Si 8.157 8.167 4.018 0.007 -0.017 -0.02
Si 5.416 10.857 4.061 -0.01 0.006 -0.028
Si 8.161 13.632 4.1 -0.011 0.038 -0.022
Si 10.895 0.024 4.169 0 -0.022 -0.009
Si 13.666 2.744 4.158 -0.031 0.013 -0.027
Si 10.905 5.438 4.088 0.024 -0.005 0.005
Si 13.597 8.166 3.971 0.027 -0.021 -0.018
Si 10.87 10.835 3.941 0.008 0.004 -0.023
Si 13.559 13.52 4.098 -0.027 0.018 -0.001
Si 1.368 -1.346 16.28 0.005 0.007 0.004
Si 4.085 1.36 16.322 -0.012 0.001 0.002
Si 1.363 4.067 16.29 0.004 -0.004 -0.009
Si 4.089 6.81 16.294 0.006 -0.006 0
Si 1.343 9.522 16.262 0.012 -0.001 -0.007
Si 4.087 12.224 16.288 -0.003 0.005 0.005
Si 6.829 -1.377 16.32 -0.005 0.01 0.005
Si 9.57 1.35 16.334 0.007 -0.002 0.004
Si 6.831 4.092 16.307 0.004 0.011 -0.009
Si 9.518 6.795 16.351 -0.003 -0.014 0.004
Si 6.803 9.525 16.336 0.003 0.011 0.002
Si 9.507 12.251 16.339 -0.008 -0.011 0.002
Si 12.233 -1.356 16.34 0 -0.007 0.012
Si 14.952 1.372 16.285 -0.009 0.009 0
Si 12.239 4.079 16.325 0 0.001 0.001
Si 14.915 6.788 16.297 -0.007 -0.001 0.002
Si 12.229 9.523 16.337 -0.005 -0.001 0.009
Si 14.927 12.247 16.324 0.004 -0.016 0.006
Si 2.712 -0.006 17.677 -0.006 0.016 0.012
Si 5.469 2.738 17.639 -0.007 0.006 0.036
Si 2.712 5.451 17.62 0.002 -0.024 0.037
Si 5.451 8.144 17.682 -0.005 0.015 0.027
Si 2.722 10.848 17.617 -0.032 -0.008 0.023
Si 5.448 13.573 17.652 0.029 -0.029 0.016
Si 8.255 -0.067 17.669 0.018 -0.013 0.001
Si 10.894 2.742 17.718 0.014 -0.024 0.014
Si 8.165 5.428 17.724 0.006 -0.014 -0.001
Si 10.892 8.148 17.703 0 -0.022 0.033
Si 8.135 10.911 17.705 0.004 0.018 0.017
Si 10.877 13.591 17.711 -0.022 0.034 -0.001
Si 13.576 0.058 17.661 0.006 0.016 0.021
Si 16.344 2.685 17.646 -0.006 -0.008 0.004
Si 13.599 5.412 17.698 -0.011 0.034 0.026
Si 16.242 8.212 17.594 -0.001 0.002 -0.018
Si 13.561 10.898 17.715 0.006 0.015 0.007
Si 16.31 13.636 17.619 0.006 0.003 0.025
Si 1.36 1.351 19.059 -0.008 0.003 -0.011
Si 4.096 4.115 18.984 0.016 -0.005 -0.026
Si 1.272 6.838 18.874 0 -0.02 -0.037
Si 4.069 9.504 19.013 -0.009 0.026 -0.019
Si 1.327 12.211 18.916 -0.003 0.012 -0.039
Si 4.079 -1.402 18.985 -0.026 -0.01 -0.016
Si 6.9 1.35 18.907 -0.004 0.017 -0.044
Si 9.55 4.097 19.109 0.011 0.016 0
Si 6.79 6.781 19.074 -0.009 0.003 -0.015
Si 9.523 9.546 19.019 0.003 0.003 -0.033
Si 6.764 12.26 19.101 0.006 -0.008 0
Si 9.558 -1.421 19.149 -0.019 0 0.006
Si 12.234 1.384 19.099 -0.006 -0.003 -0.018
Si 14.992 4.015 19.008 -0.012 0.002 -0.029
Si 12.251 6.775 19.084 -0.006 -0.007 -0.063
Si 14.923 9.53 19.047 0.003 -0.018 0.007
Si 12.224 12.269 19.108 0.003 -0.008 -0.004
Si 14.992 -1.258 18.964 0.029 0.007 -0.027
Si 16.33 0.012 20.462 -0.01 0.013 0.049
Si 2.758 2.726 20.339 -0.018 -0.022 0.04
Si 16.334 5.458 20.267 0.019 -0.007 0.053
Si 2.569 8.176 20.246 -0.005 0.037 0.048
Si 16.254 10.953 20.347 0.004 0.035 0.048
Si 2.694 13.521 20.28 0.012 -0.009 0.037
Si 5.547 -0.04 20.186 0.017 -0.032 0.026
Si 8.204 2.658 20.383 0.016 -0.04 0.076
Si 5.384 5.475 20.443 -0.01 0.02 0.093
Si 8.16 8.181 20.369 -0.013 0.015 0.043
Si 5.38 10.87 20.434 0 -0.013 0.033
Si 8.148 13.551 20.547 0.01 -0.027 0.036
Si 10.909 0.003 20.502 0.028 -0.003 0.044
Si 13.682 2.682 20.45 0.008 -0.055 0.025
Si 10.897 5.441 20.519 0.025 -0.01 0.087
Si 13.628 8.146 20.444 -0.002 -0.027 0.052
Si 10.869 10.865 20.458 -0.007 -0.009 0.052
Si 13.623 13.75 20.307 -0.018 0.015 0.048
Si 1.162 -1.686 21.612 0.016 0.225 -0.768
Si 4.414 1.496 21.455 -0.31 -0.008 -0.745
Si 1.606 4.364 21.562 -0.032 -0.137 -0.75
Si 3.66 6.668 21.614 0.263 0.026 -0.693
Si 1.484 9.762 21.603 -0.164 -0.115 -0.764
Si 3.727 11.972 21.704 0.245 0.123 -0.739
Si 6.966 -1.093 21.727 -0.05 -0.248 -0.714
Si 9.273 1.083 21.813 0.17 0.214 -0.733
Si 6.543 3.749 21.582 0.149 0.281 -0.82
Si 9.768 7.149 21.718 -0.021 -0.222 -0.767
Si 6.91 9.648 21.717 -0.179 -0.195 -0.748
Si 9.202 11.826 21.821 0.193 0.305 -0.762
Si 12.584 -1.068 21.783 -0.179 -0.019 -0.726
Si 14.816 1.16 21.892 0.215 0.183 -0.683
Si 12.569 4.266 21.738 -0.249 -0.088 -0.743
Si 14.795 6.512 21.685 0.078 0.215 -0.746
Si 12.057 9.303 21.754 0.14 0.129 -0.801
Si 15.143 12.615 21.612 0.01 -0.212 -0.743
Si 16.279 6.554 29.587 -0.123 -0.104 -0.045
Si 2.154 2.775 26.379 0.144 0.072 -0.071
Si 6.64 12.101 31.762 -0.009 0.086 0.041
Si 14.649 12.581 28.65 -0.014 -0.076 0.021
Si 11.469 3.934 24.548 0.143 0.08 -0.046
Si 13.255 6.007 30.455 0.025 -0.012 0.122
Si 4.53 9.95 31.674 -0.187 0.044 0
Si 2.525 10.499 26.175 -0.047 0.077 -0.062
Si 11.397 -1.539 24.571 0.028 -0.077 -0.107
Si 5.896 12.468 28.736 -0.058 0.045 0.022
Si 2.312 5.041 30.578 0.044 0.104 0.063
Si 3.866 12.771 24.743 -0.001 -0.056 -0.173
Si 8.257 -0.424 30.923 0.016 0.019 0.003
Si 9.195 5.94 24.449 -0.03 0.035 -0.035
Si 16.54 9.582 24.431 0.078 0.044 -0.091
Si 15.25 2.504 27.981 0.065 -0.099 0.185
Si 6.679 2.192 30.754 -0.095 0.061 0.079
Si 12.985 6.217 26.206 -0.031 0.052 -0.102
Si 3.086 -2.306 28.863 -0.02 -0.091 -0.114
Si 5.011 3.526 26.204 -0.084 -0.061 -0.017
Si 17.515 11.58 28.813 -0.011 -0.051 0.002
Si 9.135 12.86 24.63 0.094 -0.06 -0.014
Si 8.997 8.957 28.778 -0.104 0.118 -0.01
Si 12.666 12.568 26.337 -0.039 -0.039 -0.037
Si 10.355 1.246 24.77 -0.146 -0.03 -0.148
Si 2.762 0.114 23.514 -0.022 -0.068 0.01
Si 12.644 3.098 29.273 -0.031 -0.044 0.123
Si 15.363 6.993 24.701 -0.102 -0.047 -0.139
Si 9.164 4.055 31.393 0.03 -0.068 0.031
Si 5.387 7.813 23.703 -0.154 0.136 -0.014
Si 13.67 10.463 30.58 -0.004 0.031 0.133
Si 8.105 -0.149 26.5 0.031 -0.017 -0.041
Si 13.538 0.583 30.761 -0.075 -0.033 -0.035
Si 2.407 -1.352 25.91 -0.037 -0.063 0.035
Si 5.837 9.543 28.792 0.104 0.01 0.07
Si 16.954 2.403 23.68 -0.143 -0.023 0.002
Si 10.271 6.708 27.028 0.008 0.022 0.139
Si 16.433 9.314 30.501 0.055 0.066 0.106
Si 6.468 -2.038 24.605 0.052 0.107 -0.057
Si 1.936 -0.353 30.837 0.017 -0.085 0.152
Si 11.371 8.377 30.68 0.007 -0.041 0.027
Si 13.742 10.967 23.846 -0.022 0.026 -0.133
Si 6.584 5.095 24.163 -0.074 -0.152 0.107
Si 7.18 2.304 27.871 -0.05 0.07 0.085
Si 4.225 7.977 26.6 0.068 -0.008 0.017
Si 16.915 0.329 27.184 -0.032 0.101 -0.11
Si 17.237 2.403 30.462 -0.202 0.154 0.131
Si 3.324 5.219 27.744 -0.061 -0.107 0.011
Si 11.038 -0.248 31.627 -0.037 0 0.187
Si 8.353 -2.332 28.447 -0.006 0.108 0.045
Si 15.618 5.279 26.966 -0.085 0.115 0
Si 9.967 11.699 27.432 -0.027 0.03 -0.043
Si 9.851 3.935 28.475 -0.068 0.033 0.051
Si 15.815 -1.045 29.649 -0.093 0.001 0.052
Si 1.363 14.928 5.478 -0.002 -0.012 -0.002
Si 4.11 1.352 5.493 0.024 -0.01 -0.003
Si 1.356 4.101 5.525 0 0.023 0.017
Si 4.059 6.823 5.476 -0.025 -0.016 0.022
Si 1.329 9.541 5.398 0.009 0.018 -0.012
Si 4.073 12.219 5.436 0.01 0.01 0.014
Si 6.784 14.936 5.481 0.006 0 0.003
Si 9.531 1.372 5.509 0.001 0.005 0.002
Si 6.821 4.108 5.435 0.002 -0.008 -0.022
Si 9.518 6.813 5.404 -0.002 -0.002 -0.006
Si 6.811 9.523 5.408 -0.024 -0.009 -0.01
Si 9.539 12.21 5.372 -0.001 -0.009 -0.013
Si 12.242 14.927 5.463 0.02 0.012 0.006
Si 14.977 1.352 5.51 0.016 0.019 0.013
Si 12.254 4.09 5.47 -0.008 -0.002 -0.006
Si 14.949 6.847 5.414 -0.012 0.011 -0.011
Si 12.233 9.511 5.356 0 0.001 -0.015
Si 14.953 12.202 5.439 0.007 -0.006 -0.002
Si 2.723 -0.01 6.825 -0.016 0.014 -0.02
Si 5.478 2.73 6.815 0 -0.008 -0.005
Si 2.735 5.451 6.852 0.029 -0.031 0.012
Si 5.445 8.184 6.795 -0.007 -0.006 0.005
Si 2.699 10.873 6.787 -0.004 -0.002 0.004
Si 5.43 13.568 6.818 0.01 -0.008 -0.003
Si 8.147 -0.004 6.824 -0.011 0.012 -0.005
Si 10.899 2.733 6.84 -0.003 0 -0.001
Si 8.174 5.461 6.795 -0.007 0.001 -0.005
Si 10.882 8.172 6.757 -0.011 0.015 0.002
Si 8.172 10.881 6.766 -0.01 0.005 0.003
Si 10.87 13.561 6.787 0.01 0.001 -0.001
Si 13.598 -0.023 6.826 -0.006 0 -0.004
Si 16.317 2.729 6.861 -0.006 0.008 -0.005
Si 13.611 5.471 6.798 -0.003 -0.008 0.002
Si 16.309 8.186 6.787 -0.01 0.001 -0.002
Si 13.58 10.846 6.772 0.021 0 -0.002
Si 16.312 13.567 6.812 0 -0.011 0.002
Si 1.373 1.358 8.186 0.013 0.012 -0.001
Si 4.104 4.077 8.179 -0.004 0.024 0.002
Si 1.348 6.822 8.163 0 -0.006 -0.007
Si 4.074 9.53 8.153 0.009 0.011 0.001
Si 1.353 12.222 8.17 -0.01 -0.005 0.003
Si 4.081 14.944 8.175 0.001 0.001 -0.002
Si 6.811 1.364 8.187 0.006 0.013 0.007
Si 9.524 4.098 8.169 -0.003 -0.006 0.004
Si 6.801 6.81 8.151 -0.004 -0.003 -0.002
Si 9.524 9.521 8.133 0.013 0.002 0.001
Si 6.812 12.222 8.155 -0.012 0.008 0.007
Si 9.518 14.938 8.153 -0.012 -0.021 -0.009
Si 12.244 1.35 8.181 -0.003 -0.004 0
Si 14.947 4.102 8.181 -0.003 -0.016 -0.001
Si 12.233 6.819 8.144 0.009 -0.003 -0.001
Si 14.945 9.52 8.157 -0.007 -0.008 0.008
Si 12.239 12.217 8.146 -0.005 0.005 0.003
Si 14.965 14.942 8.173 0.014 0.013 -0.001
Si 16.324 -0.008 9.527 -0.001 0.005 -0.009
Si 2.737 2.719 9.534 0.01 -0.014 0.001
Si 16.318 5.456 9.529 -0.002 0.003 0.003
Si 2.719 8.169 9.52 0.001 -0.001 -0.001
Si 16.306 10.872 9.525 0.002 0.005 0.002
Si 2.715 13.589 9.526 -0.01 -0.001 -0.003
Si 5.442 -0.006 9.528 -0.004 0.01 0.002
Si 8.173 2.729 9.531 -0.003 -0.003 0.006
Si 5.456 5.447 9.527 0.006 -0.021 0.003
Si 8.166 8.165 9.504 -0.011 -0.003 0.002
Si 5.442 10.877 9.517 0.001 -0.001 0.002
Si 8.16 13.589 9.52 -0.004 0 -0.004
Si 10.873 -0.016 9.519 0.01 0.003 -0.003
Si 13.598 2.723 9.531 -0.002 0.015 0.005
Si 10.885 5.457 9.518 -0.006 0.007 0.002
Si 13.59 8.164 9.519 0.013 0.003 0.001
Si 10.877 10.871 9.511 0.001 0.006 0.002
Si 13.593 13.582 9.515 -0.001 -0.002 -0.003
Si 1.362 14.954 10.885 0.003 0.005 0
Si 4.091 1.356 10.893 -0.007 0.004 0.005
Si 1.366 4.086 10.875 0.008 0.001 -0.003
Si 4.082 6.802 10.876 0.001 -0.008 -0.003
Si 1.354 9.52 10.883 -0.005 0.001 -0.003
Si 4.084 12.238 10.881 0.006 0.008 0
Si 6.807 14.955 10.881 0.003 -0.001 0.001
Si 9.525 1.356 10.882 -0.014 0.008 0.002
Si 6.812 4.086 10.89 -0.001 0.005 0.003
Si 9.518 6.807 10.877 0.005 0.005 -0.002
Si 6.805 9.516 10.871 -0.007 0.002 -0.004
Si 9.522 12.232 10.876 0.001 0.001 -0.001
Si 12.237 14.948 10.875 0.007 -0.001 0
Si 14.965 1.36 10.878 0.009 -0.006 -0.001
Si 12.235 4.087 10.88 -0.004 -0.01 0.001
Si 14.95 6.809 10.883 -0.017 -0.007 -0.002
Si 12.231 9.52 10.881 -0.002 -0.003 0.002
Si 14.949 12.233 10.884 0.016 0 0.004
Si 2.726 -0.006 12.242 0.005 0.001 0.003
Si 5.456 2.718 12.247 0.003 -0.004 0.002
Si 2.727 5.437 12.237 -0.009 -0.003 0.001
Si 5.447 8.159 12.232 0.006 0.003 -0.003
Si 2.716 10.883 12.237 0 -0.004 -0.003
Si 5.448 13.595 12.239 -0.007 0.008 -0.002
Si 8.164 -0.001 12.243 -0.002 0.001 -0.004
Si 10.884 2.719 12.239 0.002 0 0
Si 8.171 5.444 12.248 -0.003 -0.007 0.002
Si 10.87 8.164 12.242 -0.006 -0.006 -0.002
Si 8.164 10.871 12.236 -0.01 -0.003 -0.002
Si 10.876 13.595 12.239 -0.001 -0.003 -0.004
Si 13.601 -0.005 12.228 -0.004 0.015 -0.005
Si 16.323 2.725 12.231 0.003 0.002 -0.003
Si 13.589 5.45 12.24 0.023 0 0.002
Si 16.312 8.163 12.243 0.01 0 0.001
Si 13.585 10.88 12.246 -0.005 0.003 -0.003
Si 16.311 13.6 12.235 -0.005 0.002 -0.004
Si 1.361 1.361 13.586 0.001 0.005 -0.005
Si 4.094 4.081 13.598 -0.003 -0.004 -0.006
Si 1.354 6.792 13.589 0.013 -0.018 0
Si 4.081 9.517 13.584 0.003 -0.002 -0.005
Si 1.354 12.249 13.591 -0.006 0.004 0.001
Si 4.098 -1.359 13.599 -0.002 0 0.004
Si 6.813 1.357 13.613 -0.003 0.009 0.005
Si 9.528 4.074 13.606 0.003 -0.004 -0.001
Si 6.812 6.812 13.6 -0.008 -0.002 -0.003
Si 9.517 9.52 13.612 0 -0.002 -0.001
Si 6.808 12.229 13.593 0.008 0.001 -0.007
Si 9.527 -1.358 13.599 -0.012 0.011 0
Si 12.252 1.359 13.588 0.01 -0.01 -0.006
Si 14.957 4.088 13.584 -0.018 0.009 -0.005
Si 12.219 6.801 13.601 -0.014 0.011 -0.01
Si 14.947 9.521 13.6 0.008 0 0
Si 12.222 12.237 13.61 0.01 0.002 0.006
Si 14.947 -1.367 13.595 0.017 -0.002 -0.004
Si 16.311 0.003 14.935 -0.005 0.003 0.005
Si 2.73 2.711 14.943 0 0.002 0.009
Si 16.31 5.439 14.952 0.001 0.003 0.001
Si 2.718 8.154 14.932 -0.012 0.003 -0.004
Si 16.297 10.902 14.945 0.015 0.001 0.007
Si 2.731 13.601 14.942 0.001 0.004 0.001
Si 5.455 -0.006 14.974 0.007 0.001 0.001
Si 8.187 2.706 14.975 -0.013 -0.007 0
Si 5.459 5.447 14.949 0.01 -0.008 0.008
Si 8.166 8.161 14.981 -0.002 0.002 0.002
Si 5.449 10.863 14.945 -0.008 0 -0.002
Si 8.168 13.593 14.947 0.003 -0.001 -0.003
Si 10.902 0 14.952 0.006 0.016 -0.001
Si 13.597 2.737 14.942 0.017 -0.004 -0.009
Si 10.871 5.439 14.975 0.01 -0.002 0.004
Si 13.572 8.166 14.952 -0.004 -0.017 0.004
Si 10.865 10.881 14.981 -0.011 -0.002 -0.005
Si 13.578 13.603 14.963 -0.006 0.005 -0.003
O 7.555 13.091 24.492 -0.285 -0.431 0.109
O 17.146 9.219 22.979 0.101 -0.247 0.007
O 5.412 2.653 21.998 -0.241 -0.12 0.265
O 15.442 -1.636 33.217 -0.12 -0.018 -0.218
O 14.117 0.436 32.25 0.016 0.36 0.054
O 2.136 10.989 27.654 0.476 -0.274 0.223
O 2.644 10.808 22.07 0.206 -0.225 0.372
O 12.134 7.1 30.028 -0.286 0.073 -0.672
O 4.082 0.588 22.76 0.175 -0.146 0.491
O 9.872 1.569 23.25 0.025 0.181 0.026
O 2.117 3.465 30.361 0.331 -0.315 -0.119
O 9.773 12.165 23.313 0.665 0.053 0.024
O 1.531 7.025 33.131 0.142 -0.096 -0.052
O 8.894 -1.303 27.325 0.415 -0.161 -0.227
O 5.502 2.562 31.831 -0.665 0.219 -0.212
O 12.988 2.083 30.495 -0.016 0.165 0.344
O 15.478 6.94 23.098 0.269 0.011 0.24
O 7.195 4.136 23.023 0.726 -0.245 0.336
O 8.686 5.353 32.2 0.113 0.155 -0.32
O 13.26 5.808 32.062 -0.412 0.2 -0.043
O 2.669 5.473 22.138 0.083 0.017 0.588
O 13.648 5.434 22.113 -0.094 0.009 0.178
O 12.741 9.952 23.083 0 0.006 0.456
O 4.464 -3.145 28.894 -0.061 0.083 -0.031
O 16.906 8.036 29.648 0.456 0.017 -0.247
O 9.846 -2.003 24.68 -0.316 0.177 0.311
O 11.864 7.036 27.042 0.226 0.59 0.404
O 15.002 -2.401 29.462 -0.321 -0.096 0.49
O 11.564 11.874 27.297 0.382 -0.412 0.603
O 7.399 9.127 29.101 0.045 -0.254 0.236
O 13.684 0.043 22.317 -0.178 0.05 0.56
O 3.093 5.34 31.967 0.633 -0.003 -0.288
O 16.286 8.206 25.228 0.31 -0.107 0.456
O 11.439 0.05 24.811 0.605 0.139 0.063
O 3.486 6.574 26.889 -0.322 -0.131 -0.461
O 16.673 2.377 31.982 0.051 -0.3 -0.079
O 17.233 -0.686 25.955 -0.459 -0.191 -0.398
O 1.63 1.025 30.077 0.288 0.015 -0.453
O 2.492 -2.766 25.136 -0.713 -0.048 -0.214
O 1.704 1.292 23.252 0.084 0.054 -0.337
O 4.116 12.582 23.161 0.183 0.301 0.137
O 15.792 3.703 27.076 0.414 -0.058 -0.497
O 16.841 -1.164 30.9 -0.225 -0.115 0.28
O 16.016 11.813 28.268 0.102 0.004 -0.37
O 1.773 1.47 27.287 0.451 0.022 0.515
O 7.409 0.72 27.675 -0.044 -0.393 0.238
O 11.285 7.994 32.243 0.233 -0.537 -0.087
O 6.155 6.439 23.402 0.035 0.052 -0.619
O 5.124 -2.666 25.255 -0.067 -0.005 0.374
O 2.373 0.09 32.314 -0.291 0.313 -0.227
O 3.025 8.99 26.307 -0.29 -0.108 -0.04
O 17.37 10.572 30.081 0.459 0.212 0.497
O 12.35 4.93 25.455 0.028 -0.055 0.365
O 6.187 -1.539 23.087 -0.367 -0.125 0.073
O 11.154 2.983 28.652 -0.077 -0.537 -0.307
O 12.27 -3.844 33.084 -0.177 -0.232 -0.549
O 11.422 0.957 32.674 0.237 -0.178 0.004
O 1.215 10.556 25.233 -0.255 0.596 -0.184
O 4.313 -1.274 33.243 0.009 0.226 -0.391
O 9.295 7.637 27.893 -0.149 -0.304 0.172
O 8.203 -0.826 32.493 0.166 -0.512 -0.099
O 15.047 4.093 33.018 0.058 0.072 -0.418
O 15.488 1.796 23.27 -0.339 0.144 0.699
O 16.02 2.644 29.412 -0.293 0.14 0.12
O 9.89 8.709 30.11 -0.026 0.236 0.273
O 10.815 -1.677 32.376 -0.421 0.017 -0.354
O 6.184 -2.838 32.434 0.303 0.151 -0.172
O 8.092 11.622 32.257 0.325 0.054 -0.284
O 11.993 -1.844 23.096 -0.123 -0.275 0.238
O 5.163 8.431 27.84 -0.049 -0.465 0.113
O 2.062 -1.191 22.874 -0.047 -0.399 0.235
O 13.98 10.813 32.131 0.569 -0.203 -0.162
O 13.664 2.672 28.107 -0.393 -0.088 -0.662
O 1.869 -3.325 29.206 -0.034 0.137 0.59
O 16.779 -0.716 28.403 0.391 -0.235 -0.032
O 5.321 4.468 24.928 -0.309 0.233 -0.103
O 15.088 10.237 24.296 0.041 0.038 0.157
O 14.209 12.153 22.86 -0.503 0.136 0.149
O 10.398 3.344 32.16 0.272 0.277 -0.191
O 7.811 5.453 25.141 0.072 -0.005 0.536
O 9.748 0.205 30.761 0.158 0.542 -0.358
O 3.119 5.607 29.297 0.234 0.264 0.145
O 9.616 9.716 33.162 0.18 0.021 -0.488
O 8.156 -1.672 29.912 -0.224 -0.337 0.227
O 6.35 2.719 26.55 0.293 -0.377 -0.554
O 3.065 -1.196 30.043 0.434 0.036 0.022
O 15.961 5.681 25.439 0.452 -0.336 -0.19
O 7.013 -0.82 25.515 -0.393 0.143 -0.148
O 9.405 12.769 28.512 0.341 -0.162 0.645
O 12.219 3.557 23.165 0.188 -0.523 0.111
O 8.602 3.063 27.954 0.197 -0.147 -0.344
O 8.032 10.739 22.17 -0.024 0.059 0.253
O 15.53 1.149 27.137 -0.358 -0.037 -0.368
O 4.876 9.701 30.111 -0.142 -0.101 -0.228
O 5.171 7.948 25.286 0.535 -0.013 0.331
O 6.588 12.213 30.175 0.533 -0.264 0.052
O 10.083 5.153 27.445 -0.095 -0.222 -0.228
O 17.595 -3.798 33.046 0.149 0.169 -0.089
O 6.335 2.613 29.227 -0.677 0.426 -0.066
O 14.893 9.545 30.087 -0.082 -0.2 -0.305
O 3.734 11.361 25.522 0.472 -0.195 0.098
O 5.609 10.977 32.277 -0.072 0.046 0.618
O 10.925 8.209 22.22 0.018 0.091 0.649
O 16.468 8.985 32.085 -0.236 0.427 0.177
O 2.162 4.206 27.181 -0.542 0.201 0.152
O 4.765 8.542 32.424 -0.491 -0.392 -0.12
O 5.795 10.999 28.054 0.034 0.044 -0.556
O 8.952 6.695 23.05 -0.622 -0.067 0.016
O 6.835 6.956 33.052 -0.117 -0.134 -0.288
O 6.911 -2.89 27.93 -0.043 -0.063 -0.597
O 8.107 -0.007 22.182 0.162 -0.156 0.055
O 3.696 2.632 25.849 0.03 -0.592 -0.522
O 14.729 6.503 30.018 0.163 0.425 -0.04
O 10.105 4.665 24.126 -0.318 -0.201 -0.286
O 9.569 4.578 29.931 0.01 0.589 -0.073
O 7.986 2.979 31.275 0.18 -0.193 0.035
O 9.095 0.826 25.683 -0.001 0.324 -0.082
O 6.234 9.042 23.083 -0.12 0.232 0.524
O 14.075 5.682 27.267 -0.197 -0.153 0.521
O 3.218 -0.253 25.023 0.633 0.091 0.366
O 16.34 13.594 22.178 0.192 -0.151 0.262
O 13.661 11.753 29.619 -0.594 0.274 -0.024
O 13.794 7.145 25.138 -0.458 0.293 -0.281
O 3.085 10.61 32.088 -0.075 -0.12 -0.251
O 7.065 0.621 30.65 -0.433 -0.326 -0.381
O 12.991 11.55 25.135 -0.004 -0.417 0.01
O 12.262 9.705 30.448 -0.344 0.265 -0.173
O 2.968 -1.575 27.414 0.462 0.201 -0.116
O 17.13 5.65 30.623 -0.22 0.001 0.43
O 17.124 3.757 22.832 -0.246 0.15 0.314
O 14.73 0.155 29.767 0.167 0.455 -0.473
O 12.875 4.604 29.773 -0.077 0.027 -0.419
O 9.542 10.236 27.951 0.219 0.059 -0.319
O 13.943 12.896 27.247 0.4 0.267 -0.454
O 9.888 6.942 25.479 0.011 0.57 -0.189
O 12.203 -2.343 25.703 0.113 0.377 0.351
O 6.931 1.258 33.435 -0.074 0.179 -0.285
O 17.365 2.767 25.194 -0.47 0.147 0.386
O 16.503 6.044 28.073 0.489 0.244 -0.104
O 11.089 2.574 25.332 -0.005 0.027 0.384
O 3.992 7.633 22.903 -0.422 0.334 0.185
O 4.705 4.406 27.527 0.405 0.126 0.457
O 9.376 11.967 25.946 -0.071 -0.445 -0.245
O 12.282 -0.425 30.61 0.067 -0.564 -0.332

Results
total energy: -101653.871 eV
total energy less fixed offsets of O -438.35, Si -107.03 eV per atom: -0.671 eV
